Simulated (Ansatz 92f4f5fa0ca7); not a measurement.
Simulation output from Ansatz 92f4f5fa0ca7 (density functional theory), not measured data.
Periodic cell of 220 atoms, Si132O88, from a study of silicon, its oxide and their interface. The atomic structure is a simulated model.

Settings
functional: r2SCAN
potential files: Ansatz PAW
basis: plane waves
wave-function cutoff: 800 eV
density cutoff ratio: 5
exchange-correlation grid ratio: 1
k mesh: 1 x 1 x 1, shifted by 0.5 0.5 0 of a step
self-consistency stop: 1e-10 eV per atom in the density residual
occupations: fixed
spin: none
net charge: 0

Cell vectors (angstrom)
a 10.88 0 0
b 0 10.88 0
c 0 0 31.3488

Atoms and the computed forces on them: element, x, y, z (angstrom), force x, y, z (eV/angstrom)
Si -0.1686 0.009 0.1386 -0.0493 0.0641 0.1408
Si 3.0231 2.4036 -0.2187 -0.0175 -0.0384 0.1463
Si -0.2952 5.8393 -0.1473 0.0513 0.0661 0.2136
Si 3.0104 8.1604 0.1219 0.0006 -0.0531 0.1245
Si 5.2803 0.1504 0.0184 0.0128 0.213 0.232
Si 8.8038 2.5209 -0.1696 -0.0644 -0.1003 0.2725
Si 4.9682 5.6916 -0.1059 0.0123 0.0158 0.2088
Si 8.5778 8.2796 -0.4223 0.0253 -0.0389 0.1767
Si 1.4525 1.326 1.2273 -0.0536 0.0417 0.0187
Si 3.9626 4.0487 1.1684 0.0229 -0.0902 0.0056
Si 1.3294 6.908 1.1841 -0.0105 0.0078 0.0089
Si 4.1736 9.5903 1.4998 0.0328 0.0152 0.0373
Si 6.9258 1.4682 1.0445 0.0004 -0.0032 0.0095
Si 9.6112 4.1841 1.2804 -0.0341 -0.0032 0.0385
Si 6.5948 6.6996 1.2614 -0.0411 -0.0537 0.0046
Si 9.4463 9.4805 1.395 0.0375 0.0039 0.011
Si 0.0896 2.7503 2.5936 0.0443 0.0198 -0.031
Si 2.714 0.0349 2.7251 0.0505 -0.0178 0.0169
Si -0.0074 8.1517 2.6641 -0.0067 0.0264 0.0388
Si 2.6343 5.4448 2.5458 0.0243 0.02 0.0593
Si 5.4865 2.7605 2.4792 -0.0057 0.0014 0.0407
Si 8.0878 0.057 2.5941 0.0582 0.0074 0.0117
Si 5.4712 8.1392 2.7539 0.0066 -0.0595 0.0679
Si 8.1187 5.4388 2.5881 -0.0027 0.0335 0.0081
Si 1.378 4.1017 4.0013 0.0379 -0.0214 0.0015
Si 4.1422 1.4184 3.956 0.01 -0.0166 -0.04
Si 1.3348 9.53 4.0252 -0.0309 -0.0074 0.004
Si 4.0229 6.7671 3.973 -0.0302 0.0083 0.0026
Si 6.7729 4.0831 3.9513 -0.0018 -0.0082 0.0014
Si 9.5306 1.3838 3.9153 -0.0117 -0.0065 -0.0169
Si 6.8228 9.5508 4.0335 0.0043 0.0147 -0.0267
Si 9.499 6.7865 3.9788 -0.0117 -0.0146 -0.0305
Si -0.0261 0.0333 5.3405 0.0282 0.047 0.0034
Si 2.7748 2.7584 5.3395 -0.0091 0.0246 -0.0019
Si -0.0152 5.4394 5.3418 -0.0111 -0.0165 -0.0055
Si 2.6967 8.1496 5.3495 -0.0141 -0.0175 -0.021
Si 5.4438 0.0235 5.3512 -0.0396 -0.0039 -0.0012
Si 8.1648 2.7184 5.3029 -0.0076 0.0036 -0.0169
Si 5.4171 5.4332 5.3251 0.0185 0.0075 0.0056
Si 8.1948 8.1825 5.3619 0.0072 0.0043 -0.0054
Si 1.3752 1.3886 6.6714 0.0075 -0.0312 0.0013
Si 4.1101 4.0874 6.7372 -0.0065 0.0149 0.0074
Si 1.3351 6.805 6.7115 0.0182 -0.0105 0.0103
Si 4.0769 9.519 6.6796 -0.0146 -0.0104 -0.0046
Si 6.8257 1.3583 6.7018 -0.0009 0.005 0.0126
Si 9.5226 4.0658 6.6822 0.0137 0.018 0.0009
Si 6.798 6.7999 6.6694 -0.0218 0.0176 0.0082
Si 9.5315 9.5483 6.733 0.0062 -0.0017 0.012
Si 0.0219 2.7385 8.0578 0.0083 -0.0161 0.0027
Si 2.7193 0.0037 8.0237 0.0008 0.0102 0.0035
Si 0.0061 8.1825 8.0822 -0.0266 0.0239 -0.0147
Si 2.7229 5.4583 8.0575 0.0032 0.0048 0.0069
Si 5.4781 2.7061 8.0771 -0.0164 -0.0033 -0.0023
Si 8.1552 0.0023 8.1019 0.026 -0.0133 -0.0017
Si 5.4436 8.1614 8.034 0.0006 0.0091 -0.0127
Si 8.1535 5.4173 8.0226 0.0174 0.0144 -0.0121
Si 1.3943 4.0947 9.428 0.0369 0.0252 0.0063
Si 4.0902 1.3294 9.3959 0.0225 -0.0193 0.0045
Si 1.3987 9.5377 9.4241 -0.0215 -0.0045 -0.0075
Si 4.1005 6.8072 9.4072 -0.015 0.0146 -0.016
Si 6.8523 4.0519 9.4357 0.0091 -0.0034 0.0216
Si 9.5418 1.3812 9.4268 -0.0165 -0.0383 0.0203
Si 6.7667 9.5004 9.4423 -0.0434 -0.0238 0.0148
Si 9.477 6.806 9.373 0.0112 -0.006 -0.0002
Si 0.026 0.017 10.7624 0.0243 -0.0001 0.0402
Si 2.7891 2.7103 10.7638 -0.0338 0.0055 0.0235
Si 0.0063 5.5075 10.709 0.0103 0.0016 0.0172
Si 2.7934 8.2007 10.7838 -0.0098 0.0014 0.0266
Si 5.3975 -0.0258 10.8162 0.0033 0.007 -0.0037
Si 8.2041 2.7077 10.8548 -0.0014 0.0259 0.0395
Si 5.4542 5.4113 10.7341 -0.0052 -0.0255 0.0166
Si 8.077 8.073 10.7828 -0.0047 0.0355 0.0033
Si 1.4052 1.4004 12.1211 0.0175 0.0106 -0.0544
Si 4.2135 4.0173 12.135 -0.032 -0.0055 -0.0313
Si 1.3791 6.8591 12.0531 -0.0391 0.0531 -0.0323
Si 4.0808 9.5192 12.281 -0.0116 0.0315 0.0447
Si 6.7733 1.2912 12.1776 0.009 0.0301 0.0018
Si 9.6018 4.176 12.1234 0.0072 -0.0457 -0.022
Si 6.7024 6.7101 12.2096 0.0186 -0.0127 0.0056
Si 9.4719 9.4858 12.0015 0.045 -0.0297 -0.0476
Si 0.0854 2.8265 13.4602 -0.0581 -0.004 -0.0454
Si 2.7126 0.0917 13.5926 -0.0026 0.0388 0.0495
Si 0.077 8.3317 13.3664 0.1699 -0.0086 -0.0734
Si 2.7057 5.3813 13.2853 0.0149 -0.0256 -0.0517
Si 5.5735 2.6889 13.6505 -0.0043 0.0333 -0.0177
Si 8.1259 -0.1559 13.4514 0.0124 0.0277 -0.0294
Si 5.4046 8.1004 13.6846 -0.0818 0.017 0.0418
Si 8.121 5.325 13.5311 -0.0277 -0.0046 -0.0067
Si 1.7283 3.8993 14.8148 0.0501 -0.0756 -0.1204
Si 3.9215 1.6259 14.9061 -0.0335 0.0094 -0.2523
Si 0.8661 10.0603 14.7341 0.1022 -0.0228 -0.1853
Si 3.9336 6.5589 14.819 0.0435 0.0598 -0.1198
Si 7.3578 3.6102 14.9723 0.0083 0.0406 -0.2548
Si 9.5164 1.3738 14.5241 -0.0198 0.0194 -0.1357
Si 7.3296 8.9394 14.8521 0.0465 -0.0492 -0.097
Si 8.835 6.9865 15.0108 -0.1098 -0.0162 -0.0681
Si 4.0322 3.6343 21.4806 0.0194 0.0574 -0.1091
Si 4.1262 5.6372 19.1277 0.0007 -0.0089 -0.222
Si 14.2668 -9.9592 20.2311 0.0365 -0.0427 -0.1469
Si -1.0733 -0.0863 23.2054 0.0152 -0.05 0.0944
Si 4.0081 0.013 17.4293 -0.0049 0.0363 -0.2922
Si 12.1768 -1.0347 17.5578 0.071 -0.0499 -0.2689
Si 11.5439 0.8462 21.2392 0.041 -0.0257 -0.086
Si 16.9175 8.6403 17.4314 0.0684 -0.0168 -0.1985
Si 10.6285 -5.0732 20.4833 -0.0275 0.0397 -0.1666
Si 1.1805 3.671 22.147 0.0302 0.0156 -0.0699
Si 9.7737 -1.2453 19.0348 0.0662 -0.0919 -0.2084
Si 13.9756 -3.8214 26.5329 -0.0098 -0.0104 0.158
Si 1.2938 -2.3845 20.2153 0.0291 0.0446 -0.193
Si 7.845 6.0206 21.7341 -0.052 0.0278 -0.0087
Si 16.7321 5.4542 16.7749 0.0781 -0.0712 -0.2773
Si 3.7735 9.49 21.9561 -0.0101 -0.0325 -0.0114
Si 17.9815 3.1549 21.8136 -0.0167 0.0289 -0.0576
Si 1.0065 -1.8955 26.5881 0.0804 0.0332 0.1904
Si 3.2129 -1.1688 25.0631 -0.0519 0.0015 0.11
Si 6.794 -3.0033 26.853 -0.0086 0.011 0.2002
Si 8.6687 3.98 26.4694 0.011 -0.0203 0.2717
Si 9.9124 6.7846 17.8259 -0.0205 -0.0264 -0.2923
Si 4.4253 -6.3584 25.6854 0.0019 0.0166 0.1764
Si 7.2519 1.2086 27.0755 -0.067 -0.0548 0.2178
Si 16.6869 -2.9381 20.2252 -0.0307 0.0132 -0.2014
Si 12.7866 6.0568 16.9947 0.0729 -0.08 -0.3225
Si 9.6147 2.9515 23.8033 -0.012 0.0082 0.1259
Si 2.1615 2.2003 28.9267 -0.0422 0.0471 0.2353
Si -1.8625 -1.1853 25.886 0.0221 -0.0453 0.2043
Si -4.0938 -15.8896 24.7508 -0.0722 0.0056 0.095
Si 4.1204 1.641 26.3793 -0.0627 0.0314 0.2257
Si 1.6067 -0.8688 29.4043 0.01 -0.0577 0.25
Si 5.2371 5.8354 28.2176 -0.0205 -0.0439 0.2694
Si -3.9918 9.9371 28.9851 -0.0093 -0.0259 0.2638
Si 10.3552 3.8856 28.9311 0.0415 -0.0702 0.2871
Si 8.6252 0.7401 20.7449 0.0071 -0.0222 -0.1186
O -3.7154 -3.2135 0.0601 0.0198 -0.0153 0.0307
O 0.1964 -0.9747 -1.1456 0.0839 -0.0292 -0.1477
O 1.8856 0.6989 -1.9088 -0.0108 -0.1079 -0.1494
O 0.7231 2.891 -2.8086 -0.0989 0.0179 -0.1201
O 0.1764 5.0187 -1.4834 0.0137 0.0056 -0.1157
O -2.7082 9.1219 -1.766 -0.0348 0.059 -0.1737
O 3.9727 6.9535 -0.3924 -0.0159 0.0076 -0.1202
O 2.6537 9.0757 -1.1709 -0.0418 0.0317 -0.1193
O 5.7466 -0.7755 -1.2388 0.0277 -0.0723 -0.1939
O 4.2254 1.2891 -0.4974 -0.0225 0.0669 -0.0426
O 9.0774 3.2281 -1.628 0.0577 0.0506 -0.251
O 9.7083 1.1832 -0.3766 -0.0447 0.0025 -0.0876
O 5.3492 5.2279 -1.6344 0.0304 -0.0086 -0.1914
O 8.2359 8.3505 -5.0352 0.0406 -0.0007 -0.0808
O 16.0576 4.9095 -13.2223 -0.067 0.0225 0.1649
O 9.5812 7.0215 -0.7048 -0.0387 0.0207 -0.0831
O -5.3996 3.1733 22.119 0.0317 -0.0251 0.0534
O 2.4406 8.8396 21.2935 0.001 0.0035 0.0455
O 17.904 -3.7709 20.8714 0.0664 -0.0332 0.0456
O 4.2017 4.9401 20.562 -0.0072 -0.0588 0.1098
O 1.1436 9.191 16.0884 -0.0337 0.0138 0.1482
O -0.2349 11.2253 15.1983 -0.0019 -0.0497 0.1173
O 7.0212 4.3973 16.3851 -0.0502 -0.0002 0.1381
O 7.4141 -6.2992 21.1236 0.0141 -0.0237 -0.0074
O 8.4736 2.4241 15.3258 -0.0438 0.0111 0.0491
O 2.9075 6.947 16.055 -0.0703 0.0493 0.1348
O 7.0734 9.3969 16.4321 -0.0102 0.0094 0.1292
O 10.3447 7.3713 14.5583 0.0026 -0.0371 -0.0548
O 6.1228 7.0595 16.9848 -0.0131 0.0588 0.1223
O 4.5835 1.0132 16.2861 0.0024 -0.0725 0.1502
O 0.8846 6.9574 20.4323 0.0067 -0.0178 0.0574
O 2.4015 10.9856 17.2869 -0.0125 0.0191 0.1199
O 2.8107 2.7666 15.301 -0.0206 0.0112 0.0558
O 12.7235 -23.8155 18.7087 -0.0081 -0.0499 0.148
O 1.3956 4.7375 16.1796 -0.0122 0.0558 0.1732
O 5.1307 4.6038 27.1624 0.0102 -0.0483 -0.1147
O 9.4535 -4.706 21.5529 0.0079 0.0155 0.0485
O 4.892 5.3892 15.4698 0.0257 -0.0244 0.0344
O 9.8804 5.6955 19.0314 0.0164 -0.0712 0.1631
O 14.1495 -5.1974 25.66 -0.0165 -0.0122 -0.0911
O 5.68 1.3335 26.7 0.0042 0.0086 -0.054
O 22.3326 -4.0104 17.3626 -0.0583 0.0341 0.0919
O 16.3966 -5.9972 24.5391 0.0385 0.008 -0.0702
O 18.381 1.9105 20.8202 -0.0077 -0.0009 0.0152
O 17.3015 8.8142 18.9947 0.0046 -0.0136 0.1812
O -1.5167 8.2153 18.3761 -0.0495 0.1037 0.1088
O 15.1569 0.4794 18.9519 -0.0092 0.0362 0.1853
O 15.9871 8.7472 21.431 -0.0038 0.0171 0.0505
O -0.1334 9.3025 20.3089 0.0096 0.0102 0.1101
O 8.5337 -0.3141 19.5056 -0.0675 0.0501 0.0587
O 4.6031 -1.4864 17.1993 -0.0099 -0.0271 0.0495
O 12.3728 -3.4701 26.6458 -0.0153 -0.0523 -0.0645
O 19.4615 -0.1 22.134 -0.014 -0.0171 0.0144
O 4.6228 -3.7461 19.4616 -0.0243 0.0179 0.0499
O -3.4054 -4.721 23.3169 0.0397 0.0025 -0.0464
O 10.8453 -7.0419 23.2107 0.0017 0.0144 -0.0078
O -0.1506 10.43 17.9941 -0.0823 0.0355 0.1119
O 1.3245 2.0903 21.9815 -0.0001 0.0007 0.0206
O 14.8086 -10.719 21.5414 0.0035 0.0195 0.0219
O 18.6777 -5.7052 25.8156 0.0154 0.0217 -0.0363
O 12.6771 0.4945 20.111 -0.0565 0.0071 0.0455
O 3.9094 6.757 27.9256 -0.0678 0.0481 -0.0707
O 11.4767 4.4738 20.8543 0.0163 -0.0324 0.0367
O 9.4619 -1.1848 24.3282 0.0141 0.0125 -0.1305
O 2.6937 5.6553 18.3651 0.058 -0.0047 0.1476
O 3.6369 0.2977 25.6084 0.007 -0.0422 -0.0545
O 3.5687 2.4936 20.4346 -0.0129 0.034 0.0438
O 10.1322 1.3658 20.6139 -0.0126 0.0232 0.0075
O 8.1331 3.1113 23.0964 0.0001 -0.0106 0.009
O 6.1905 -3.6617 25.4764 0.0036 -0.0132 -0.0845
O 8.9779 -4.4496 16.5539 0.0514 0.0332 0.211
O 1.5942 -1.2517 25.2194 0.023 0.0132 -0.0549
O 11.2244 -0.2529 22.413 0.0004 0.0248 0.008
O 13.6437 4.0308 22.4659 -0.0394 0.0013 0.0364
O -0.5078 -1.3987 26.7436 -0.0744 0.0021 -0.0968
O 3.9701 -7.8962 25.4579 -0.0226 0.0153 -0.1218
O 1.7256 -1.2674 27.8748 -0.0332 -0.0204 -0.1711
O 3.758 -2.4494 25.9236 0.0316 0.0171 -0.0511
O 8.1467 11.0518 26.1589 0.0345 -0.0153 -0.1018
O 9.9223 -9.5004 23.8569 0.0102 0.0261 0.0125
O -3.0656 2.7167 27.0281 0.0216 0.0587 -0.0752
O 14.568 -1.4213 23.5545 0.0354 -0.0114 -0.0657
O 3.1977 2.0179 27.6815 0.1373 -0.044 -0.2262
O -4.6226 -1.6852 27.6678 -0.0428 -0.0261 -0.149
O 9.6077 -7.4601 25.32 0.0391 -0.0262 -0.1408
O -3.5256 0.5576 28.5634 0.0311 0.0901 -0.1254
O 6.5981 -4.1836 27.9622 0.0651 0.0493 -0.0714
O 9.6555 4.5294 27.6295 -0.0826 0.0469 -0.2149

Results
free energy: -134617.349 eV
free energy less fixed offsets of O -570.45, Si -639.56 eV per atom: 4.171 eV

The program warned: the cutoff lies below the one the program advises for these potential files; the forces do not sum to zero within the program's tolerance; empty levels may hold ghost states of the PAW files; the exchange-correlation potential is rough where the density is thin.
